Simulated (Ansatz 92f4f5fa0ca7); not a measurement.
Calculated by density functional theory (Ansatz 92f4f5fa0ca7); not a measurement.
Periodic cell of 168 atoms, Si98O70, from a study of silicon, its oxide and their interface. The atomic structure is a simulated model.

Settings
functional: r2SCAN
potential files: Ansatz norm-conserving
basis: plane waves
wave-function cutoff: 1300 eV
density cutoff ratio: 4
exchange-correlation grid ratio: 1
k mesh: 2 x 2 x 1, shifted by 0.5 0.5 0.5 of a step
self-consistency stop: 5e-08 eV per atom in the density residual
occupations: Fermi-Dirac, 0.05 eV
spin: none
net charge: 0

Cell vectors (angstrom)
a 11.54 0 0
b 0 11.54 0
c 0 0 21.0244

Atoms and the computed forces on them: element, x, y, z (angstrom), force x, y, z (eV/angstrom)
Si 0.5069 0.4288 -0.5906 0.342 0.0607 0.4767
Si -0.0592 3.437 0.203 0.032 -0.0326 -0.1987
Si -0.4481 7.9213 -0.5325 -0.5235 0.0912 0.2016
Si 3.9415 0.4623 0.0142 -0.1949 -0.5028 0.2587
Si 3.8889 4.4101 0.3014 0.2959 0.6904 0.7628
Si 2.9911 7.0646 -0.5207 0.4516 0.4627 0.4368
Si 7.2333 0.4177 -0.3974 0.0832 0.2139 0.1383
Si 7.6045 3.5028 0.1205 0.2331 0.0264 -0.1929
Si 5.3733 8.1413 -1.5475 0.2973 -0.3079 -0.1779
Si 1.986 0.0509 1.2191 0.23 0.1012 -0.2852
Si 1.9042 3.915 1.4143 -0.3415 -0.2 -0.2643
Si 1.4464 7.7836 0.994 -0.2763 0.1002 0.3921
Si 5.7666 0.1219 1.4054 0.0928 0.1507 -0.0588
Si 5.7554 3.8187 1.5136 0.1574 -0.0849 0.0911
Si 6.4176 7.5844 1.1702 -0.0125 0.1922 0.5871
Si 9.9109 -0.1774 0.9069 -0.3383 0.2157 -0.6501
Si 9.5439 3.7123 1.4356 0.0272 -0.1073 -0.0359
Si 9.6027 7.6282 1.2731 -0.5522 0.1073 -0.1049
Si 1.9098 1.9317 2.6769 -0.0062 0.0212 -0.0004
Si 1.7537 5.9273 2.5887 -0.1152 -0.0105 0.3447
Si 1.9255 9.596 2.4741 0.0687 -0.0546 -0.0745
Si 5.7194 1.9244 2.8362 0.0271 0.0176 0.0497
Si 5.8276 5.8216 2.6762 0.2076 0.2064 0.1558
Si 5.7858 9.5772 2.4912 -0.0754 -0.291 -0.298
Si 9.5956 1.7206 2.5737 -0.1463 -0.1075 -0.1268
Si 9.6278 5.7114 2.6646 0.0699 -0.1025 0.0454
Si 9.786 9.5882 2.5405 0.2125 0.0968 0.0579
Si -0.0553 1.8893 3.9735 -0.0563 -0.019 -0.0002
Si -0.0617 5.763 4.0781 0.0177 0.2273 -0.1367
Si 0.0888 9.6094 3.9712 -0.0119 -0.0907 0.0374
Si 3.7742 1.9541 4.1187 -0.0223 -0.0955 -0.0371
Si 3.7822 5.9042 3.9616 0.0857 -0.0333 -0.1567
Si 3.8339 9.5657 3.9168 0.075 0.0476 0.0281
Si 7.7194 1.8915 4.0087 0.197 -0.1479 0.0562
Si 7.7068 5.737 4.0623 -0.1735 0.1973 -0.0643
Si 7.7305 9.5925 3.839 0.0314 -0.1521 -0.1058
Si 0.0033 -0.0199 5.3227 0.0698 -0.01 -0.0019
Si -0.0686 3.8174 5.3611 0.074 -0.0577 -0.0011
Si -0.0701 7.7113 5.4188 0.0441 0.0805 0.2513
Si 3.7548 -0.0328 5.3543 -0.1176 -0.0086 0.2032
Si 3.818 3.9444 5.3794 0.0201 0.0251 0.0747
Si 3.7746 7.7316 5.4562 -0.1338 -0.0112 0.2022
Si 7.7116 -0.073 5.2158 -0.0262 -0.031 0.1661
Si 7.6506 3.8045 5.3983 0.1665 0.1081 0.0075
Si 7.6374 7.7107 5.3362 0.065 0.0336 0.0727
Si 1.805 0.1302 6.7983 0.0556 0.1259 -0.0339
Si 1.8665 3.9685 6.6935 -0.0016 0.1566 -0.0907
Si 1.8076 7.7505 6.897 0.0161 -0.0797 -0.1169
Si 5.797 0.0089 6.5275 0.3289 -0.0732 -0.3107
Si 5.7506 3.8514 6.842 -0.0604 0.0284 -0.0236
Si 5.7449 7.681 6.8142 0.147 -0.1043 -0.0905
Si 9.5944 -0.2096 6.6136 -0.08 -0.0903 -0.0771
Si 9.5571 3.7691 6.7325 -0.1005 0.0551 0.0199
Si 9.4846 7.7169 6.7835 0.0061 0.1905 -0.1473
Si 1.7016 2.1661 8.1175 -0.1545 -0.173 0.0959
Si 1.9449 5.7435 8.2582 -0.3563 -0.1021 0.2198
Si 1.5286 9.7794 8.1183 -0.2754 0.0039 0.1184
Si 5.8472 1.7937 8.0848 -0.2806 -0.3583 0.3796
Si 5.7816 5.77 8.283 -0.0919 0.0361 0.0279
Si 5.8982 9.7295 7.9526 -0.467 0.4558 0.1681
Si 9.429 1.7031 7.8493 0.2463 0.0864 0.1264
Si 9.5041 5.7385 8.0237 0.1947 -0.0299 -0.1174
Si 9.3823 9.5938 8.2584 0.3098 -0.0319 0.0501
Si -0.351 2.0136 9.2983 -0.3899 -0.1498 0.2524
Si -0.5648 6.0972 9.7793 0.3813 0.1456 0.2622
Si -0.2632 9.2784 9.5872 -0.2592 -0.2503 0.0827
Si 3.3667 2.3431 9.7281 0.2012 -0.0784 -0.1391
Si 3.8384 5.44 9.602 0.4219 -0.4225 0.1187
Si 3.2386 9.8476 9.5781 0.346 0.0869 -0.187
Si 7.7137 1.0901 9.3216 0.301 0.8257 0.4134
Si 7.7835 5.6028 9.5359 -0.3133 -0.0268 0.5536
Si 7.4977 10.2981 9.5166 -0.2471 -0.7501 0.5692
Si -2.5424 3.0679 11.0905 0.2219 -0.0304 0.1147
Si 3.6375 -3.8695 11.3858 -0.0776 0.0694 0.3072
Si -0.1206 11.4414 11.5904 -0.2529 0.1371 0.202
Si 2.766 11.9244 11.9573 -0.2054 -0.0027 0.1895
Si 8.7093 -3.0674 13.7493 0.1449 0.1354 -0.095
Si 6.2382 9.2596 12.3741 0.0686 -0.2372 0.4004
Si 9.4464 11.5048 13.8245 -0.0003 -0.0731 -0.0683
Si 8.6014 4.1097 13.884 -0.1838 -0.0528 -0.0411
Si 2.3699 -3.1438 13.8863 -0.1621 -0.0472 -0.0853
Si 10.2314 0.6544 16.5959 0.12 -0.0095 -0.3335
Si 1.6297 12.0232 17.3719 -0.4332 -0.1549 -0.4351
Si 9.0058 -5.208 11.9506 -0.0924 0.2969 0.2594
Si 18.2329 4.2795 18.444 0.3294 -0.1254 0.1417
Si 8.4958 7.4097 16.6813 -0.0368 0.5045 -0.2246
Si 2.0674 5.0169 18.2189 -0.2333 -0.3518 -0.3756
Si 1.059 9.1739 16.1782 -0.1451 -0.0625 -0.2145
Si -1.3431 9.4449 18.0486 0.0927 -0.0447 -0.1813
Si 5.7323 -0.5574 19.0446 0.0091 0.0273 0.0114
Si 4.3988 10.8487 14.221 0.01 -0.0666 -0.308
Si 7.5731 13.2823 15.3582 0.1803 0.1113 -0.3038
Si 11.4063 5.256 18.7821 -0.0603 -0.0575 -0.2713
Si -6.8358 0.4869 16.279 0.3116 -0.1304 0.1772
Si 4.1295 3.2458 19.4148 -0.0601 -0.1088 0.0284
Si -2.4455 5.1249 16.678 0.1154 -0.2638 -0.3691
Si 2.8786 18.3681 16.1179 -0.0343 0.2804 -0.4693
Si 5.5839 6.9907 17.5279 -0.0332 0.1886 -0.3335
O -3.5334 7.8484 0.9643 -0.1695 -0.243 0.1631
O 1.3504 0.1739 -2.0528 -0.3584 0.0858 0.4905
O -0.6107 4.35 -1.0172 0.0572 0.2737 -0.2424
O 2.8344 -7.9455 -2.552 0.2992 -0.0013 -0.3392
O 0.3086 2.0442 -0.581 -0.2556 0.0128 0.0186
O 11.191 -2.6295 -4.1359 0.0732 0.1438 0.211
O 2.6707 -5.3625 -1.8374 0.3053 0.0336 -0.0539
O 3.8322 8.3581 -1.0561 0.0662 -0.2179 0.0289
O 3.8553 6.0848 0.4779 0.0666 -0.4013 -0.8143
O 1.2402 11.6504 -8.588 0.1412 -0.0419 -0.275
O 5.4274 11.1498 -3.57 -0.187 0.149 0.1542
O 7.6108 2.0026 -0.5696 0.0602 -0.062 0.1733
O 7.48 4.5166 -1.1726 -0.1587 -0.0651 -0.2526
O 9.5 4.6238 -5.8739 -0.3487 -0.0012 0.3279
O 7.8565 4.2072 -3.7263 -0.0684 0.0764 0.0393
O 6.0579 7.2488 -0.3819 -0.2681 0.1551 -0.1322
O 6.8863 7.4541 -4.3214 -0.0283 -0.1265 0.0537
O -2.4198 -1.5538 13.4963 -0.0615 -0.0393 0.0519
O -1.06 3.071 10.3763 -0.0451 -0.4 -0.2407
O -1.2288 5.6567 11.2268 0.0136 0.1426 -0.1814
O -0.7347 9.2984 19.5726 0.1672 -0.2794 0.0217
O -0.3366 9.9019 11.1226 0.176 0.1264 -0.3695
O -4.3699 8.2891 13.2903 0.079 0.205 -0.1267
O 2.8909 1.7916 11.178 0.0817 -0.1719 0.0088
O 0.8237 5.3135 9.4598 0.2867 0.2538 -0.3144
O -0.1413 19.2112 9.8687 -0.1865 -0.0937 -0.0173
O 3.937 3.8385 9.9324 -0.2615 0.1984 -0.0252
O 3.3375 8.2486 9.9111 0.2119 0.2225 0.2464
O 4.6137 13.0103 9.1589 -0.016 0.3488 -0.1284
O 8.119 1.7217 10.8239 0.0583 -0.2462 -0.4148
O 8.0345 4.2036 10.3983 0.0459 0.1193 -0.0993
O 7.973 6.7581 10.7407 0.1064 -0.3325 -0.2804
O 14.7398 10.714 10.9602 0.0296 -0.0109 0.0165
O 3.7897 6.0823 11.1329 -0.0589 0.1499 -0.4078
O 4.5826 10.2466 8.8039 -0.2545 -0.4174 0.2463
O 3.6454 0.4425 13.3156 -0.1275 -0.327 -0.3462
O -2.2636 -8.3327 12.7039 -0.1772 0.2108 -0.2847
O 2.3606 -3.4151 12.3003 0.3512 0.0012 -0.0283
O 7.4553 3.2026 14.6127 0.3353 -0.0484 0.1074
O 3.4997 9.4839 14.3399 0.047 0.1486 -0.1677
O 4.4328 7.0412 16.4147 -0.1738 -0.1892 0.1877
O 4.9905 8.3156 11.9676 -0.1079 0.0826 -0.1073
O 10.4424 0.0234 15.1077 -0.3221 0.1161 0.1929
O 8.608 -0.435 20.894 0.2404 0.3202 0.0991
O 11.533 0.6685 10.1723 0.0045 0.2095 0.0853
O 9.6302 7.5752 12.772 -0.3876 -0.18 -0.1411
O 8.1625 5.4374 13.0476 0.3155 -0.0162 -0.1586
O 5.7575 10.462 13.38 -0.3431 -0.2045 -0.1526
O 2.282 5.4333 16.6536 0.3138 -0.064 0.4654
O 8.8641 1.6068 16.4594 -0.1551 -0.1091 -0.1501
O 2.6989 6.9271 14.5101 -0.0046 0.2517 0.381
O 2.0866 8.0795 16.7897 0.0123 -0.0919 -0.0527
O 4.2545 -0.5114 19.7618 0.1502 0.1714 -0.2238
O 5.6948 5.4721 18.0623 0.064 -0.0568 -0.0604
O 6.0405 13.0084 15.8794 -0.3329 -0.135 0.2243
O 5.5911 3.0636 18.6466 -0.3081 -0.0437 -0.0521
O 8.9621 8.0828 15.2805 -0.1074 -0.2023 0.2711
O 14.7083 1.0188 16.8919 0.3038 -0.0463 0.2343
O 8.9567 8.4067 17.9103 -0.0164 -0.0329 -0.121
O 11.7341 12.8212 16.9443 0.1687 -0.1402 0.1989
O 18.5695 9.8021 11.0625 0.2204 0.3048 -0.4867
O 10.2234 0.5028 12.5094 0.1466 -0.228 -0.1792
O -1.6522 11.0189 17.7024 0.0864 -0.1332 0.1547
O -1.0802 4.9307 17.5162 -0.0815 0.1636 0.2753
O 3.8098 13.4641 20.3165 0.1013 0.0269 -0.3866
O 0.9683 8.9307 14.5511 0.4422 -0.0359 0.3332
O 1.5866 10.6456 16.5178 -0.0122 0.04 0.2064
O 6.2671 -2.0701 19.2902 -0.1821 0.163 0.0849
O -0.2264 18.3299 19.3369 -0.1947 0.0068 -0.2041
O 8.0537 12.2627 14.1674 0.1082 0.1027 0.2902

Results
free energy: -44022.490 eV
free energy less fixed offsets of O -463.61, Si -117.95 eV per atom: -10.690 eV
pressure: -0.26 GPa
stress xx, yy, zz, yz, xz, xy (GPa, positive in tension): -0.02, -1.19, 1.97, 0.08, -1.31, 0.18
